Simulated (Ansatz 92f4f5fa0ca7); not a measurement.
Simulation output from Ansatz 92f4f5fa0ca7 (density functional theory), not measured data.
Periodic cell of 189 atoms, Si117O72, from a study of silicon, its oxide and their interface. The atomic structure is a simulated model.

Settings
functional: PBE
potential files: Ansatz PAW
basis: plane waves
wave-function cutoff: 700 eV
density cutoff ratio: 5
exchange-correlation grid ratio: 2
k mesh: 2 x 2 x 1, shifted by 0.5 0.5 0.5 of a step
self-consistency stop: 5e-08 eV per atom in the density residual
occupations: Fermi-Dirac, 0.05 eV
spin: none
net charge: 0

Cell vectors (angstrom)
a  11.5983  0  0
b  0  11.5983  0
c  -3.6876  -0.2746  25.2726

Atoms and the computed forces on them: element, x, y, z (angstrom), force x, y, z (eV/angstrom)
Si  -0.854  -1.1879  -0.0407  0.1127  -0.0814  -0.2672
Si  -1.0006  4.224  0.1878  0.0595  0.2832  -0.2338
Si  -0.9488  7.3096  0.4197  0.0499  -0.0598  -0.5516
Si  3.0296  -1.0714  -0.0153  -0.1258  -0.2153  -0.2478
Si  2.9897  4.3249  -0.1956  -0.1036  0.1308  -0.3938
Si  2.9199  7.4416  0.4115  -0.0869  0.0523  -0.467
Si  6.8328  -0.3307  -0.2589  -0.2662  -0.2402  0.0665
Si  7.0394  3.8739  0.0105  0.1518  0.2133  -0.2224
Si  6.7217  6.9871  0.1965  -0.0394  0.0731  -0.3066
Si  1.0648  -0.531  1.2624  0.0174  -0.122  -0.2192
Si  1.0895  3.6635  1.2057  -0.093  0.1064  -0.1061
Si  0.9946  7.3549  1.6988  0.036  0.0129  -0.2635
Si  4.9798  -0.6254  1.3125  0.0284  0.0843  -0.2612
Si  4.9131  3.504  1.1165  0.0789  0.1277  0.0304
Si  4.8866  7.3005  1.63  0.1729  -0.001  -0.1582
Si  8.7927  -0.2853  1.179  0.147  -0.125  -0.2188
Si  8.7867  3.7116  1.5971  -0.0112  -0.0812  -0.1641
Si  8.641  7.4332  1.5544  -0.2053  -0.2162  -0.2819
Si  1.0667  1.5721  2.5081  -0.0219  -0.05  -0.1174
Si  1.0472  5.3672  2.8688  0.0365  -0.0475  0.2662
Si  1.0462  9.3451  2.8654  0.0125  0.0846  0.2806
Si  4.8934  1.4863  2.5312  0.0341  0.0261  -0.1025
Si  4.9025  5.3031  2.8097  0.0284  -0.2065  -0.0112
Si  4.9698  9.2539  2.8795  0.0164  0.0532  0.1891
Si  8.8494  1.5963  2.6664  -0.0374  -0.0329  0.004
Si  8.7082  5.5582  2.9769  -0.1499  0.0828  0.208
Si  8.6907  9.4365  2.732  -0.1237  0.1963  0.0502
Si  -0.8193  1.5586  4.0189  -0.011  0.0443  0.0599
Si  -0.896  5.4774  4.2289  0.0438  -0.1391  -0.0679
Si  -0.9529  9.3412  4.1089  0.1096  0.1751  -0.0533
Si  2.9743  1.5312  3.9762  0.0208  0.001  -0.0157
Si  2.9919  5.3876  4.2013  -0.0899  -0.1417  -0.0322
Si  2.9992  9.2923  4.1815  -0.0583  0.0081  0.0051
Si  6.8433  1.545  4.0009  -0.0146  -0.026  -0.0626
Si  6.772  5.4379  4.267  0.0421  -0.0071  -0.0581
Si  6.871  9.326  4.2162  0.0125  0.0416  -0.0339
Si  -0.8847  -0.353  5.4729  -0.0366  -0.0736  -0.0101
Si  -0.8861  3.4675  5.4495  -0.0199  -0.008  -0.0323
Si  -0.9019  7.4488  5.5303  -0.0144  0.0394  0.0345
Si  2.972  -0.3532  5.4788  0.0373  0.0392  -0.0248
Si  2.9771  3.4137  5.4696  -0.0013  0.0561  -0.0358
Si  2.9831  7.3641  5.5328  0.0471  -0.0335  0.0106
Si  6.8454  -0.3363  5.5178  -0.0361  -0.0868  -0.0471
Si  6.8453  3.4326  5.4764  -0.0011  0.0551  -0.0031
Si  6.8318  7.4084  5.5753  -0.0344  0.0398  0.083
Si  1.0341  -0.3921  6.8603  -0.0362  -0.0346  0.0275
Si  1.0277  3.4669  6.8224  -0.0331  -0.0233  -0.0307
Si  1.0397  7.4251  6.8809  0.0353  0.0302  0.0076
Si  4.8949  -0.3914  6.8676  0  0.0814  -0.0139
Si  4.914  3.439  6.8376  -0.0191  -0.0477  -0.0223
Si  4.8978  7.3954  6.9216  0.0391  0.0545  0.0535
Si  8.7965  -0.3972  6.8799  0.0289  0.0734  0.0546
Si  8.7952  3.4726  6.8285  0.0331  -0.0782  -0.011
Si  8.7783  7.4387  6.9225  -0.0332  -0.0703  0.0485
Si  0.9878  1.5435  8.1825  0.0632  0.0644  0.0332
Si  1.0037  5.4438  8.1417  0.1184  0.0892  -0.0457
Si  1.0674  9.3125  8.34  -0.0859  -0.0868  0.1148
Si  4.9347  1.5249  8.2049  -0.0728  -0.0918  0.006
Si  4.9478  5.4034  8.1799  -0.0281  0.0498  0.0342
Si  4.8346  9.3095  8.3305  0.0723  -0.041  0.0787
Si  8.8001  1.5428  8.1785  0.0201  0.0162  0.0449
Si  8.8177  5.4483  8.1657  -0.0857  0.0312  -0.0201
Si  8.7825  9.3176  8.4065  0.014  -0.0358  0.2607
Si  10.6788  1.5964  9.5835  -0.1633  -0.1896  -0.0026
Si  10.7173  5.5376  9.5601  0.0593  0.1418  0.0819
Si  10.8067  9.2843  9.8408  -0.1102  0.1016  0.031
Si  2.9511  1.478  9.4644  0.0118  -0.1037  -0.3269
Si  2.9514  5.4512  9.45  -0.0545  0.0388  -0.3525
Si  2.9472  9.2724  9.8252  0.0448  0.0651  0.0992
Si  6.8919  1.5234  9.533  0.0045  -0.1917  -0.1988
Si  6.9126  5.3847  9.5355  0.0749  0.1301  -0.1563
Si  6.729  9.3218  9.7503  0.0915  -0.0013  -0.1458
Si  10.7276  -0.2356  11.0989  0.014  0.006  0.2978
Si  10.7045  3.6099  10.8127  -0.1113  -0.1597  0.0006
Si  10.7882  7.2424  11.2769  -0.0694  -0.0649  0.0805
Si  2.9479  -0.2324  11.073  -0.0867  0.0188  0.1461
Si  2.9905  3.4646  10.6147  -0.0504  0.0005  0.1796
Si  2.9071  7.1474  11.07  -0.0218  -0.0133  0.0541
Si  6.7833  -0.2467  11.0771  0.0603  -0.0091  0.3463
Si  6.9419  3.4285  10.8391  0.2061  0.1104  0.2828
Si  6.7851  7.2473  10.9768  -0.1206  0.0153  0.1561
Si  1.0712  0.2938  12.456  -0.0008  0.1765  0.1666
Si  1.1039  3.3908  11.9523  0.1705  -0.1522  0.4783
Si  1.1579  6.4579  12.617  0.1684  -0.1233  0.5699
Si  4.8393  0.4526  12.327  -0.0204  0.1628  0.3504
Si  4.8959  3.5045  11.9322  -0.0457  0.0015  0.6587
Si  4.8457  6.581  12.2676  0.2295  -0.1919  0.3745
Si  8.7482  -0.6203  12.4079  0.077  -0.1603  -0.1952
Si  8.8734  3.3935  12.2741  -0.27  0.239  0.1731
Si  8.6652  7.714  12.3468  -0.035  -0.0011  0.1894
Si  0.9888  -0.3623  23.1123  -0.0174  0.0104  -0.1638
Si  10.9905  6.6871  20.6507  -0.0362  0.0328  -0.2069
Si  0.35  11.2656  15.3357  -0.0271  -0.0909  0.5218
Si  7.4867  8.3092  14.9786  0.0337  -0.093  0.3842
Si  4.7424  7.7456  15.2316  0.0511  0.0149  0.3097
Si  8.0787  3.8232  15.1489  -0.2231  0.1428  0.4142
Si  2.0497  6.3538  15.6273  -0.0711  -0.2395  0.3897
Si  5.4534  12.0404  17.5071  -0.1274  0.1351  0.2237
Si  5.8808  3.4931  17.0394  -0.1685  -0.1022  0.2372
Si  2.7101  3.9709  17.062  0.0683  -0.073  0.0961
Si  10.1333  4.0585  22.1368  -0.1452  0.1572  -0.5002
Si  0.9247  11.3069  20.0543  0.0371  -0.0874  -0.3557
Si  6.7187  0.1048  22.5287  0.1201  0.0864  -0.4154
Si  1.4167  6.28  18.4525  0.1035  0.0194  -0.0051
Si  9.4018  3.0695  19.5114  -0.0599  -0.0335  -0.204
Si  9.8169  9.6598  16.7415  0.0857  0.0367  0.2617
Si  8.8454  8.0055  18.9822  -0.0341  -0.0106  0.0209
Si  5.3114  2.4776  23.2344  0.1354  0.1398  -0.2807
Si  7.1423  -1.0347  19.7508  0.0737  -0.0292  -0.188
Si  2.2791  0.9042  17.5735  0.1723  0.167  0.132
Si  7.4931  2.861  21.643  0.0232  0.0257  -0.3021
Si  1.8982  8.3368  20.5201  -0.0875  -0.0314  -0.2597
Si  8.2293  5.1952  17.7434  -0.0421  0.0891  0.2209
Si  9.7053  11.836  18.7537  0.0133  0.0284  0.0642
Si  9.4915  1.2888  14.4169  -0.0576  -0.0723  0.3461
Si  5.4449  10.4337  14.9219  0.0483  -0.0397  0.4029
Si  2.7832  8.8255  23.1692  0.03  -0.3834  -0.3817
O  1.7647  12.3338  19.1124  -0.0517  -0.0078  0.0828
O  2.3297  7.3698  19.274  -0.0829  0.0489  0.1003
O  -0.9796  5.8269  -0.4271  0.0367  -0.3166  0.5518
O  6.5103  2.8259  24.3053  0.1918  0.1853  0.139
O  7.7596  1.3313  22.1936  -0.0172  -0.0601  0.098
O  0.5355  7.7136  21.2072  0.0362  0.0315  0.0546
O  7.8729  2.844  20.0559  -0.0284  -0.0091  0.2303
O  2.1394  4.7067  15.709  -0.0064  0.1177  -0.1112
O  2.9408  3.7676  -1.7843  0.1764  0.0192  0.5963
O  4.407  9.3227  15.544  0.0423  0.038  -0.1993
O  6.374  7.7602  -1.2157  0.0626  0.0958  0.1416
O  9.4135  11.1531  17.3007  -0.0163  -0.0495  -0.1822
O  5.3053  0.8557  22.9434  -0.132  -0.0198  0.1504
O  6.2906  7.4617  15.767  -0.0002  0.075  -0.2334
O  1.3751  9.6437  23.0757  -0.0848  -0.0181  -0.0494
O  10.6494  5.5654  21.7774  -0.016  -0.0632  0.1405
O  6.7061  9.5878  14.2916  -0.0791  0.0256  -0.1134
O  8.8813  -2.2591  12.4968  -0.0165  0.0531  -0.1567
O  6.9243  5.4661  -0.4097  -0.1218  -0.0513  0.3573
O  1.1561  1.9515  12.8357  -0.1487  -0.1832  -0.3883
O  1.442  6.9276  14.2245  -0.1649  0.0577  -0.685
O  0.8901  0.2479  21.5993  0.0295  -0.053  0.4293
O  1.1067  -0.5621  13.9053  0.0804  0.1817  -0.4938
O  4.8485  4.9604  12.8014  0.0675  0.2667  -0.5972
O  4.8028  2.0754  12.8349  0.1664  -0.1956  -0.6059
O  3.5866  6.8598  15.9329  0.0558  0.0696  -0.1953
O  1.16  4.7975  12.854  -0.1301  0.3134  -0.2004
O  4.3287  3.9226  17.0432  0.0243  0.0501  -0.0704
O  8.3814  4.2951  13.6126  0.1972  -0.2086  -0.4485
O  9.5026  1.9969  12.9278  0.0609  0.192  -0.0362
O  2.2203  4.8566  18.3529  -0.0358  0.0239  -0.0482
O  8.1847  6.7632  18.1579  0.0234  -0.0933  -0.0586
O  8.664  4.9619  16.1764  -0.0196  -0.1003  -0.2132
O  6.7491  4.5267  17.9675  0.0367  -0.0203  -0.1081
O  5.8894  3.2128  21.8526  -0.0739  -0.1668  0.3681
O  8.2194  7.3135  13.9092  0.0797  -0.0112  -0.3338
O  7.5528  3.1976  -1.4502  -0.2606  0.0034  0.3169
O  6.007  1.9723  17.6411  0.0528  0.006  -0.0862
O  9.5892  7.4736  20.3294  0.1314  -0.0911  0.0914
O  11.1389  9.8991  15.8078  0.0663  0.0887  -0.2088
O  1.1402  6.8281  16.922  0.0807  -0.0503  -0.1762
O  -0.4638  -0.3632  23.8896  -0.0051  -0.1633  0.3168
O  6.4887  3.5985  15.5155  0.1529  0.0726  -0.2434
O  -0.6189  -0.4631  -1.4962  -0.0709  -0.088  0.1928
O  -0.8932  8.7622  -0.4524  -0.0973  0.2923  0.4477
O  6.0055  11.0887  18.7076  0.0452  0.0059  -0.0019
O  9.8777  1.8442  18.5507  -0.0519  0.0176  0.0503
O  5.968  11.4313  16.093  0.0442  -0.1228  -0.3379
O  3.7989  9.8294  23.9731  0.0207  0.3068  0.2718
O  6.5266  -0.9101  21.2557  -0.0479  0.0901  0.2851
O  11.0158  11.1998  19.4613  0.0625  -0.0115  0.0832
O  7.634  -2.5568  19.3778  -0.0163  0.0468  0.0172
O  4.7013  -0.341  13.7587  0.0379  0.0435  -0.1724
O  8.497  3.962  22.3555  -0.023  -0.0771  0.0972
O  8.7608  2.3522  15.4091  0.1347  -0.1999  -0.1103
O  2.193  0.3746  23.9877  0.3423  -0.0482  0.1659
O  1.395  11.6118  16.5409  -0.1954  -0.0891  -0.3219
O  2.1239  2.4657  17.1516  -0.042  -0.0136  -0.0443
O  3.8295  12.0282  17.528  -0.0428  -0.0133  -0.0659
O  8.7361  -0.1156  14.0191  0.0363  0.0416  -0.3176
O  1.6214  9.84  19.9588  -0.0259  -0.0193  0.0972
O  8.4405  -0.0579  19.7165  -0.0189  -0.0235  0.0261
O  2.9479  5.9923  -0.4452  0.0606  -0.3083  0.1872
O  2.8878  -2.7139  -0.478  0.1155  0.2417  0.5254
O  8.6077  8.9317  15.9636  -0.1663  -0.0488  -0.1955
O  4.732  7.505  13.6207  -0.0259  -0.1331  -0.1543
O  10.0221  8.7135  18.0691  -0.0104  0.0534  -0.0993
O  9.3585  4.4544  18.6652  0.0203  -0.0309  -0.0325
O  10.9226  0.9254  15.0988  -0.1372  0.1201  -0.1545
O  3.1206  8.3932  21.6183  -0.0264  0.1272  0.3523
O  0.0175  6.0557  19.2632  -0.0495  0.0264  0.0917
O  10.4328  3.1494  20.7874  0.073  0.0718  0.2557

Results
free energy: -115335.348 eV
free energy less fixed offsets of O -569.03, Si -635.61 eV per atom: 1.182 eV
pressure: -0.53 GPa
stress xx, yy, zz, yz, xz, xy (GPa, positive in tension): -0.04, 1.14, 0.48, -0.05, 0.05, -0.21

The program warned: the cutoff lies below the one the program advises for these potential files.
